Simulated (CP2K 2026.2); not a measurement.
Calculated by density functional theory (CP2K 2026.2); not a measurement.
Periodic cell of 505 atoms, Si360O143H2, from a study of silicon, its oxide and their interface. The atomic structure is a simulated model.
Doubt: the forces sum to 1.02 eV/angstrom along one axis rather than to zero, so they err by at least 0.0020 eV/angstrom per atom on average; the grid cutoff is modest.

Settings: functional PBE; method Gaussian and plane waves; basis set DZVP-MOLOPT-SR-GTH; pseudopotentials GTH-PBE; grid cutoff 350 Ry, relative cutoff 50 Ry; k points Gamma only; occupations fixed; spin none; net charge 0.

Cell vectors (angstrom)
a 16.32 0 0
b 0 16.32 0
c -6.6547 4.5588 34.0603

Atoms and the computed forces on them: element, x, y, z (angstrom), force x, y, z (eV/angstrom)
Si -5.092 19.307 33.929 -0.069 0.196 -0.399
Si 3.793 1.658 0.196 0.022 -0.092 -0.238
Si 1.608 3.843 0.099 0.033 0.038 -0.337
Si 4.44 6.596 0.056 -0.082 -0.056 -0.127
Si 1.119 9.75 0.217 0.031 -0.094 -0.079
Si -2.921 16.952 34.023 0.2 -0.154 -0.334
Si 7.169 14.735 0.02 -0.246 0.149 -0.247
Si 9.715 1.05 0.222 -0.053 0.039 -0.208
Si 6.526 4.288 0.057 -0.024 -0.035 -0.008
Si 9.269 7.002 0.246 0.053 -0.041 -0.229
Si 7.139 9.252 0.005 0.059 0.118 -0.398
Si 2.743 17.046 34.054 0.065 -0.15 -0.411
Si 11.969 15.257 0.134 0.079 -0.055 -0.271
Si 14.672 1.631 0.048 0.113 -0.095 -0.259
Si 12.515 3.9 0.113 -0.044 -0.021 -0.274
Si 14.8 6.993 0.121 0.07 -0.019 -0.17
Si 12.446 9.064 0.058 -0.065 0.009 -0.293
Si 15.229 11.921 0.052 -0.08 -0.025 -0.31
Si 2.634 16.306 1.37 0.052 -0.037 -0.237
Si 5.413 2.753 1.473 0.034 0.081 -0.177
Si 2.769 5.463 1.383 0.126 0.007 -0.268
Si 5.538 8.173 1.402 -0.01 -0.061 -0.14
Si 2.694 10.922 1.474 -0.058 0.015 -0.161
Si 5.452 13.547 1.233 0.007 0.056 -0.246
Si 8.182 16.229 1.545 0.052 -0.025 -0.235
Si 10.887 2.734 1.419 0.055 -0.077 -0.294
Si 8.079 5.417 1.488 -0.054 0.018 -0.334
Si 10.905 8.089 1.535 -0.096 0.023 -0.204
Si 8.252 10.865 1.333 -0.035 0.06 -0.201
Si 10.899 13.596 1.42 0 0.133 -0.161
Si 13.578 16.375 1.433 -0.068 0.066 -0.21
Si 0.009 2.689 1.4 -0.052 0.012 -0.209
Si 13.662 5.42 1.479 -0.024 0.067 -0.218
Si -0.029 8.167 1.515 -0.021 0.058 -0.297
Si 13.572 10.794 1.323 0.047 -0.12 -0.238
Si -0.007 13.614 1.293 0.1 -0.061 -0.108
Si 1.297 1.294 2.793 -0.011 0.013 0.111
Si 4.072 4.105 2.847 -0.048 0.046 0.102
Si 1.402 6.803 2.779 -0.015 -0.055 0.021
Si 4.112 9.523 2.74 -0.01 -0.031 0.009
Si 1.335 12.302 2.795 0.021 0.099 0.12
Si 4.107 14.953 2.68 0.005 -0.105 -0.064
Si 6.79 1.346 2.785 -0.004 0.013 0.045
Si 9.498 4.055 2.79 0.018 0.019 0.004
Si 6.797 6.819 2.87 0.015 0.01 0.121
Si 9.583 9.563 2.802 0.019 -0.012 0.107
Si 6.794 12.19 2.693 0.018 0.074 -0.045
Si 9.548 14.887 2.872 -0.081 -0.058 0.239
Si 12.243 1.384 2.843 -0.059 0.085 0.099
Si 15.038 4.076 2.816 0.007 0.017 0.117
Si 12.244 6.716 2.862 0.015 -0.063 0.115
Si 14.905 9.52 2.835 -0.036 -0.033 0.118
Si 12.271 12.204 2.724 0.029 -0.016 0.015
Si 14.956 14.953 2.715 0.021 -0.026 -0.021
Si -0.041 16.27 4.172 0.086 0.06 0.006
Si 2.69 2.682 4.158 0.037 0.055 -0.077
Si 0.058 5.446 4.184 -0.015 -0.051 -0.008
Si 2.752 8.175 4.137 -0.003 -0.023 0.024
Si -0.014 10.903 4.171 -0.057 0.002 -0.086
Si 2.755 13.629 4.141 -0.081 -0.019 -0.104
Si 5.425 16.296 4.128 -0.021 -0.013 0.035
Si 8.157 2.688 4.164 -0.006 0.019 0.029
Si 5.431 5.455 4.236 -0.039 0.017 -0.094
Si 8.204 8.191 4.184 -0.03 -0.065 -0.066
Si 5.455 10.869 4.132 0.058 0.011 0.01
Si 8.124 13.532 4.165 0.096 0.02 -0.083
Si 10.891 16.306 4.211 0.038 -0.004 -0.105
Si 13.635 2.738 4.198 -0.058 -0.073 -0.096
Si 10.854 5.385 4.203 0.056 0.036 0.033
Si 13.583 8.124 4.215 0.053 0.083 -0.074
Si 10.928 10.904 4.179 -0.105 -0.031 -0.013
Si 13.617 13.579 4.103 -0.01 0 0.034
Si 1.347 14.924 16.535 0.042 0.018 0.064
Si 4.112 17.687 16.524 -0.03 -0.025 0.045
Si 1.374 4.093 16.517 -0.021 0.045 0.021
Si 4.084 6.796 16.516 0.03 -0.016 0.016
Si 1.343 9.513 16.507 -0.018 -0.004 0.012
Si 4.067 12.245 16.523 -0.02 0.03 0.02
Si 6.794 14.945 16.527 -0.035 0.025 0.021
Si 9.526 17.67 16.556 0.018 -0.011 0.069
Si 6.815 4.058 16.539 0.038 -0.006 0.056
Si 9.539 6.792 16.545 -0.023 -0.042 0.059
Si 6.802 9.5 16.543 0.02 -0.014 0.012
Si 9.53 12.2 16.541 -0.026 0.039 0.027
Si 12.237 14.923 16.547 -0.004 -0.015 0.035
Si -1.352 17.669 16.503 0.038 -0.012 0.009
Si 12.257 4.079 16.537 0.004 -0.025 0.061
Si -1.356 6.789 16.541 -0.041 0.038 0.039
Si 12.24 9.469 16.56 0.018 0.052 0.058
Si -1.358 12.226 16.556 -0.018 -0.039 0.066
Si 2.742 16.304 17.848 0.023 -0.003 0.092
Si 5.466 2.71 17.943 -0.01 0.007 -0.05
Si 2.762 5.426 17.905 -0.032 0.042 0.015
Si 5.384 8.186 17.907 0.007 -0.079 0.096
Si 2.639 10.93 17.865 0.056 -0.064 -0.042
Si 5.449 13.574 17.906 -0.018 0.04 0.12
Si 8.12 16.319 17.909 0.057 -0.062 -0.031
Si 10.922 2.708 17.92 -0.063 0.073 0.06
Si 8.166 5.434 17.903 0.042 0.007 0.051
Si 10.908 8.098 17.97 -0.027 -0.011 -0.031
Si 8.203 10.812 17.922 -0.071 0.037 0.002
Si 10.876 13.553 17.93 0.047 -0.067 0.133
Si -2.686 16.289 17.874 -0.033 0.073 -0.019
Si -0.019 2.75 17.854 0.014 -0.091 0.072
Si -2.725 5.452 17.934 0.087 -0.042 0.035
Si 0.03 8.135 17.9 0.013 0.074 0.102
Si -2.708 10.83 17.918 -0.028 0.02 0.138
Si -0.015 13.586 17.963 0.01 0.015 -0.027
Si 1.378 17.708 19.162 0.006 0.005 -0.22
Si 4.109 4.074 19.31 -0.01 0.008 -0.031
Si 1.438 6.815 19.277 0.013 0.009 -0.099
Si 3.964 9.597 19.229 0.045 -0.001 -0.155
Si 1.311 12.199 19.349 -0.036 -0.04 0.063
Si 4.072 14.953 19.276 -0.016 0.077 -0.046
Si 6.8 17.668 19.341 -0.01 -0.049 0.028
Si 9.561 4.096 19.293 0.065 0.018 -0.075
Si 6.755 6.791 19.249 -0.037 0.02 -0.109
Si 9.553 9.45 19.336 0.01 0.039 -0.016
Si 6.802 12.154 19.257 0.048 0.026 -0.173
Si 9.468 14.938 19.251 -0.097 -0.033 -0.177
Si 12.331 17.659 19.256 0.088 0.006 -0.01
Si -1.34 4.103 19.286 -0.032 0.051 -0.108
Si 12.257 6.755 19.399 -0.042 0.02 -0.017
Si -1.336 9.463 19.306 0.003 0.005 -0.069
Si 12.248 12.165 19.329 -0.058 0.044 -0.031
Si -1.362 14.984 19.316 -0.029 -0.073 0.044
Si 0.037 16.426 20.564 -0.032 0.086 0.222
Si 2.731 18.984 20.589 0.051 -0.004 0.318
Si 0.14 5.397 20.608 -0.026 -0.02 0.316
Si 2.661 8.295 20.673 -0.297 -0.028 0.185
Si -0.074 10.847 20.767 -0.068 -0.046 0.157
Si 2.67 13.603 20.652 0.125 0.017 0.181
Si 5.434 16.295 20.723 -0.039 -0.113 0.109
Si 8.186 19.071 20.648 0.175 -0.05 0.211
Si 5.392 5.495 20.697 0.138 -0.112 0.107
Si 8.102 8.133 20.634 -0.17 0.028 0.248
Si 5.335 10.888 20.601 0.032 0.01 0.289
Si 8.173 13.483 20.617 0.091 0.065 0.202
Si 10.871 16.322 20.519 -0.066 0.073 0.135
Si -2.676 19.068 20.686 0.044 -0.073 0.144
Si 10.897 5.402 20.805 -0.134 -0.094 0.148
Si -2.601 8.044 20.735 0.049 0.025 0.244
Si 10.962 10.7 20.765 0.19 0.079 0.158
Si -2.733 13.616 20.692 -0.064 -0.038 0.08
Si 1.493 15.21 21.909 0.004 0.048 0.195
Si 3.744 17.385 21.999 0.064 0.054 0.372
Si 1.34 3.911 22.019 0.058 0.046 0.12
Si 4.263 7.181 21.922 0.209 0.064 0.323
Si 0.939 9.204 22.161 0.13 0.133 0.22
Si 4.255 12.491 22.002 -0.067 0.008 0.258
Si 6.575 14.607 21.928 -0.054 -0.049 0.31
Si 9.809 17.885 21.924 0.023 -0.027 0.1
Si 7.027 4.324 21.962 -0.133 -0.042 0.379
Si 9.205 6.571 22.004 0.022 0.067 0.409
Si 6.476 9.319 21.921 0.146 0.118 0.16
Si 9.767 12.315 21.968 -0.01 -0.055 0.143
Si 11.876 14.719 21.892 0.177 0.092 0.437
Si -0.94 18.076 21.963 -0.139 -0.068 0.365
Si -4.265 3.759 22.138 0.001 -0.112 0.236
Si -1.055 6.756 22.076 0.103 -0.135 0.021
Si -3.639 9.615 22.151 -0.047 -0.052 0.236
Si -1.648 12.062 22.093 0.004 0.115 0.089
Si 8.272 5.314 31.101 -0.124 0.081 -0.535
Si -6.24 10.279 31.986 -0.228 -0.089 -0.297
Si 9.533 7.955 24.879 -0.192 -0.26 0.538
Si 6.255 11.402 26.459 -0.191 -0.106 0.455
Si 1.262 9.993 25.252 -0.042 -0.157 0.574
Si 8.134 5.678 26.545 0.173 -0.15 0.269
Si 3.159 4.898 24.573 0.629 0.156 0.429
Si 7.172 7.28 29.014 -0.084 0.036 -0.244
Si 5.271 14.311 31.196 0.191 -0.054 -0.74
Si 6.957 12.566 29.264 0.15 0.081 -0.203
Si 8.541 15.8 24.051 0.059 0.082 0.343
Si -0.457 14.092 24.239 0.194 -0.044 0.445
Si 1.328 7.639 29.189 -0.069 0.201 -0.445
Si -1.69 16.845 24.827 0.111 0.103 0.661
Si 3.476 12.13 25.015 0.09 0.202 0.571
Si -2.479 5.307 31.394 -0.043 0.048 -0.536
Si 1.739 7.334 32.134 -0.148 -0.053 -0.424
Si -4.439 17.573 26.282 -0.12 0.155 0.328
Si 1.018 17.242 26.234 0.187 -0.034 0.37
Si 9.081 14.991 29.242 -0.062 -0.152 -0.221
Si -4.014 12.566 32.066 0.001 0.223 -0.335
Si 7.04 3.573 24.851 0.108 -0.088 0.597
Si 6.11 19.327 31.212 -0.182 0.119 -0.545
Si 5.445 17.965 26.896 -0.034 -0.337 0.406
Si 8.182 10.742 24.209 -0.207 0.052 0.263
Si 8.609 10.025 29.246 -0.4 0.11 -0.365
Si 3.025 16.268 31.023 -0.131 0.159 -0.508
Si -4.537 13.485 29.324 -0.228 0.028 -0.469
Si 0.221 14.789 31.05 0.282 -0.175 -0.601
Si 8.083 16.788 26.977 -0.047 -0.012 0.561
Si -1.644 6.862 28.98 0.031 0.119 -0.252
Si 1.127 12.704 28.865 0.07 -0.013 -0.215
Si -0.536 19.344 31.317 0.102 -0.057 -0.572
Si 1.016 19.319 28.505 0.187 -0.044 -0.3
Si 5.003 8.845 27.569 0.027 -0.015 0.06
Si -1.055 11.273 26.988 -0.095 0.074 0.32
Si -5.236 4.158 30.92 0.223 -0.06 -0.515
Si 9.494 19.357 26.19 0.117 -0.059 0.494
Si -3.652 12.91 26.548 0.029 -0.146 0.426
Si -1.959 16.726 31.19 -0.078 0.322 -0.607
Si -3.558 18.501 28.998 -0.024 0.084 -0.15
Si -5.408 11.001 27.916 0.04 0.004 -0.172
Si 3.419 18.296 24.935 -0.084 -0.278 0.697
Si 2.964 10.231 29.41 -0.256 0.084 -0.388
Si -2.544 5.18 24.426 0.121 -0.068 0.403
Si 2.678 7.39 26.462 0.229 0.071 0.207
Si -3.865 8.004 24.999 0.037 0.297 0.631
Si 3.796 18.959 29.401 -0.115 0.134 -0.3
Si 7.457 16.648 31.237 0.041 -0.203 -0.651
Si 11.253 15.048 24.719 0.091 0.052 0.653
Si 1.705 14.148 26.267 0.17 0.135 0.377
Si -1.579 4.18 27.316 0.167 -0.053 0.412
Si 3.944 9.636 32.171 0.035 0.297 -0.324
Si -3.079 9.151 27.68 0.009 0.1 0.222
Si 1.372 14.952 5.535 0.017 0.009 -0.042
Si 4.073 1.334 5.526 -0.007 0.007 -0.052
Si 1.375 4.057 5.56 -0.014 0.01 -0.027
Si 4.068 6.824 5.57 0.029 -0.047 -0.011
Si 1.371 9.525 5.516 -0.007 0.021 -0.034
Si 4.092 12.234 5.514 -0.007 0.016 -0.071
Si 6.785 14.937 5.521 0.009 -0.014 -0.06
Si 9.514 1.343 5.56 0.007 -0.017 -0.02
Si 6.809 4.059 5.552 -0.004 0.035 -0.01
Si 9.525 6.794 5.56 0.021 0.022 -0.03
Si 6.812 9.529 5.543 -0.01 -0.009 -0.06
Si 9.523 12.224 5.548 -0.016 -0.018 -0.018
Si 12.272 14.928 5.533 -0.034 0.038 -0.039
Si 14.962 1.338 5.559 -0.033 -0.008 -0.035
Si 12.247 4.063 5.572 -0.007 -0.021 -0.017
Si 14.987 6.786 5.557 -0.002 0.004 -0.023
Si 12.24 9.512 5.567 0.014 -0.027 -0.031
Si 14.951 12.252 5.543 0.041 -0.029 -0.043
Si 2.72 16.31 6.918 -0.025 0.019 0.006
Si 5.438 2.695 6.908 0.007 0 -0.008
Si 2.725 5.433 6.927 0.003 0.001 0.006
Si 5.45 8.172 6.923 -0.008 -0.005 0.011
Si 2.73 10.88 6.898 -0.002 -0.013 -0.005
Si 5.438 13.585 6.908 0.001 0.011 0.016
Si 8.149 16.291 6.91 0.007 0.019 -0.003
Si 10.883 2.698 6.933 0.023 -0.008 0.004
Si 8.162 5.429 6.926 -0.005 -0.007 -0.011
Si 10.883 8.15 6.935 -0.012 0 0.007
Si 8.169 10.871 6.928 0.032 -0.016 0.01
Si 10.889 13.588 6.91 -0.022 0.012 -0.001
Si 13.607 16.295 6.925 0.012 0.002 0.004
Si 0.006 2.7 6.926 0.013 0.01 0.008
Si 13.615 5.43 6.929 -0.016 0.009 -0.001
Si 0.022 8.163 6.913 -0.014 -0.02 -0.018
Si 13.606 10.88 6.921 -0.005 -0.003 0.012
Si 0.01 13.596 6.91 0.005 -0.016 0.024
Si 1.367 1.347 8.299 0.019 0.017 0.004
Si 4.09 4.067 8.288 -0.001 0.014 0
Si 1.366 6.795 8.296 -0.003 -0.016 0.006
Si 4.084 9.527 8.289 0.012 -0.003 0.002
Si 1.368 12.232 8.282 -0.015 -0.002 -0.007
Si 4.081 14.945 8.287 -0.008 -0.016 -0.001
Si 6.798 1.338 8.286 -0.007 -0.004 0.002
Si 9.525 4.067 8.297 0.014 0.016 0.003
Si 6.801 6.795 8.293 -0.001 -0.009 0.004
Si 9.521 9.508 8.303 -0.031 -0.03 0.007
Si 6.804 12.234 8.291 0.017 0.011 0
Si 9.523 14.944 8.285 0.015 0.011 0.002
Si 12.245 1.334 8.299 -0.03 -0.019 0.006
Si -1.352 4.062 8.3 -0.025 -0.021 0
Si 12.25 6.79 8.298 0.03 0.022 0.005
Si -1.348 9.517 8.286 0.015 0.011 0.001
Si 12.24 12.231 8.295 -0.007 -0.016 0.001
Si -1.347 14.946 8.297 0.008 0.028 -0.001
Si 0.006 16.309 9.672 -0.005 -0.011 0.005
Si 2.73 2.711 9.666 -0.01 0.003 -0.002
Si 0.007 5.43 9.667 -0.003 0.014 0.005
Si 2.73 8.157 9.663 0 -0.01 0.001
Si 0.01 10.874 9.661 0.007 -0.01 0
Si 2.723 13.588 9.664 0.001 0.009 -0.006
Si 5.443 16.302 9.665 0.006 0.013 -0.001
Si 8.161 2.7 9.661 -0.002 -0.001 0.001
Si 5.446 5.429 9.664 0.005 -0.006 0.006
Si 8.162 8.147 9.673 0.014 0.007 0.004
Si 5.446 10.877 9.669 -0.012 -0.003 -0.002
Si 8.167 13.588 9.667 -0.003 -0.008 -0.003
Si 10.88 16.299 9.669 -0.002 0.015 0.006
Si 13.605 2.7 9.67 0.011 0.008 -0.001
Si 10.889 5.427 9.668 -0.01 -0.007 0.006
Si 13.611 8.155 9.662 -0.014 -0.018 0.001
Si 10.882 10.87 9.67 0.004 0 0.003
Si 13.604 13.589 9.666 0.001 -0.002 0.001
Si 1.364 14.947 11.041 -0.009 0.009 -0.002
Si 4.089 17.669 11.038 -0.005 -0.006 -0.004
Si 1.369 4.069 11.04 0.013 -0.001 0.001
Si 4.088 6.793 11.037 -0.006 -0.001 0.001
Si 1.366 9.513 11.037 -0.003 -0.001 -0.005
Si 4.084 12.233 11.043 0.005 -0.001 0
Si 6.806 14.946 11.041 0.002 0.008 -0.001
Si 9.522 17.663 11.039 0.007 -0.004 -0.002
Si 6.808 4.067 11.036 0.003 0.003 0
Si 9.527 6.786 11.041 0 -0.006 0.004
Si 6.804 9.511 11.044 0 -0.013 0.003
Si 9.523 12.228 11.047 -0.006 -0.001 0.003
Si 12.242 14.942 11.046 0.001 0 -0.001
Si -1.356 17.664 11.049 0.003 0.001 0.001
Si 12.245 4.062 11.041 0.002 -0.002 0.003
Si -1.356 6.792 11.037 -0.006 -0.001 0.002
Si 12.243 9.507 11.037 0.001 0.015 0.001
Si -1.357 12.227 11.037 0.002 0.003 -0.003
Si 2.726 16.312 12.408 0.011 0.003 -0.01
Si 5.452 2.708 12.413 -0.002 0.002 0
Si 2.727 5.434 12.411 -0.001 -0.005 -0.001
Si 5.449 8.148 12.419 -0.004 0.014 0.001
Si 2.725 10.87 12.414 -0.007 0.003 -0.005
Si 5.445 13.59 12.419 0.004 -0.007 0
Si 8.17 16.301 12.417 -0.007 0.015 -0.009
Si 10.882 2.703 12.415 -0.01 -0.008 0.001
Si 8.169 5.424 12.413 0.001 0.003 -0.001
Si 10.886 8.145 12.414 -0.002 -0.008 -0.001
Si 8.164 10.867 12.421 0.004 -0.004 -0.006
Si 10.886 13.58 12.427 -0.003 0.004 0.005
Si 13.599 16.305 12.421 0 -0.003 -0.002
Si 0.01 2.707 12.416 -0.013 0.006 0.001
Si 13.606 5.428 12.409 -0.003 0.004 0
Si 0 8.157 12.408 0.022 -0.012 0.002
Si 13.6 10.867 12.409 0 -0.012 -0.001
Si -0.001 13.587 12.41 0 0.004 -0.002
Si 1.373 17.667 13.789 0.014 -0.021 -0.003
Si 4.093 4.074 13.782 -0.011 0.002 -0.002
Si 1.361 6.797 13.776 -0.023 0.029 -0.007
Si 4.088 9.513 13.788 0.014 -0.031 -0.004
Si 1.356 12.226 13.781 0.013 -0.011 -0.002
Si 4.081 14.955 13.783 -0.023 0.033 -0.001
Si 6.816 17.668 13.785 0.009 -0.023 -0.002
Si 9.529 4.068 13.791 0.001 -0.006 0.006
Si 6.813 6.784 13.789 0.024 -0.028 -0.002
Si 9.525 9.502 13.791 -0.01 0.019 0
Si 6.803 12.227 13.795 -0.022 0.02 -0.003
Si 9.525 14.941 13.799 0.006 -0.002 -0.008
Si 12.235 17.663 13.796 -0.003 0.02 -0.009
Si -1.353 4.072 13.782 0.015 -0.014 -0.001
Si 12.247 6.785 13.787 -0.005 -0.005 0.007
Si -1.367 9.509 13.784 -0.021 0.026 0.002
Si 12.245 12.212 13.798 0.011 -0.001 0.005
Si -1.362 14.94 13.791 0.008 0.002 -0.005
Si 0.009 16.298 15.152 -0.016 0.015 -0.004
Si 2.734 2.718 15.156 0.008 -0.008 0.006
Si 0.002 5.442 15.152 0.028 -0.019 0.007
Si 2.719 8.154 15.15 0 -0.008 -0.013
Si -0.015 10.876 15.154 0.014 -0.008 -0.027
Si 2.713 13.592 15.145 0.017 0.009 -0.017
Si 5.45 16.312 15.151 0.005 -0.006 -0.025
Si 8.176 2.703 15.165 -0.007 0.017 -0.009
Si 5.456 5.425 15.164 -0.004 0.033 -0.011
Si 8.169 8.143 15.169 -0.024 -0.003 -0.008
Si 5.442 10.871 15.172 0.011 -0.002 0.008
Si 8.168 13.576 15.174 0.007 -0.006 0.008
Si 10.88 16.3 15.18 -0.014 -0.01 0.014
Si -2.719 2.714 15.151 -0.007 -0.008 -0.008
Si 10.889 5.429 15.166 -0.01 -0.001 -0.024
Si -2.716 8.142 15.164 0.021 -0.004 -0.01
Si 10.892 10.841 15.175 -0.019 -0.004 -0.011
Si -2.718 13.575 15.171 -0.013 0.004 -0.005
O 8.123 5.43 22.565 -0.072 -0.12 -0.457
O 5.96 19.176 32.819 0.027 -0.016 0.461
O 9.719 7.309 23.397 -0.059 -0.278 -0.338
O -3.633 13.34 30.664 0.301 0.067 0.445
O 7.514 11.558 25.452 0.469 0.195 -0.295
O -0.067 11.962 28.071 -0.037 -0.031 0.09
O 7.266 15.125 23.328 -0.108 -0.23 -0.111
O 10.932 18.926 22.612 0.056 0.011 -0.438
O 5.733 13.079 30.211 -0.148 -0.121 0.538
O -3.89 7.346 33.578 -0.161 -0.005 0.486
O 4.196 4.59 33.618 0.202 -0.034 0.682
O -2.699 10.9 22.663 -0.184 -0.034 -0.469
O 1.669 8.559 25.931 -0.276 0.12 -0.264
O -2.696 16.183 32.541 -0.236 -0.287 0.521
O 3.558 11.932 23.403 0.18 -0.078 -0.514
O -3.946 18.171 33.58 0.203 0.119 0.142
O -0.19 10.468 25.859 0.006 -0.173 -0.268
O 1.699 9.201 29.487 0.109 0.07 -0.026
O -1.418 5.804 23.406 0.009 0.014 -0.337
O 8.201 13.622 29.404 -0.001 -0.045 -0.149
O 2.12 4.57 23.34 -0.286 -0.138 -0.732
O 4.918 13.861 32.718 -0.089 0.036 0.464
O 0.344 19.182 29.967 -0.115 -0.062 0.523
O 0.156 20.031 32.615 0.324 -0.175 0.513
O -5.532 19.795 32.382 -0.265 -0.147 0.609
O 3.462 3.535 25.435 -0.173 -0.011 0.06
O -1.588 17.426 23.329 0.057 -0.189 -0.425
O 0.354 13.539 25.567 -0.29 -0.152 -0.656
O 3.246 17.562 30.046 -0.235 -0.443 0.369
O 1.224 17.902 27.714 -0.102 -0.067 -0.094
O -4.674 19.425 29.772 -0.227 0.255 0.277
O -3.533 4.202 23.567 -0.01 -0.22 -0.208
O 9.181 11.743 23.408 0.271 -0.07 -0.169
O 7.539 6.651 30.474 0.254 -0.234 0.416
O -2.131 5.506 32.957 0.269 0.17 0.378
O -0.042 14.432 32.616 -0.15 -0.169 0.675
O 6.906 7.308 33.589 0.007 -0.018 0.401
O 8.844 10.96 32.805 -0.157 -0.142 0.138
O -2.951 8.797 26.096 -0.03 -0.202 -0.568
O 9.707 4.89 30.405 -0.094 0.209 0.06
O 6.524 16.887 27.498 0.041 -0.121 -0.014
O -1.735 6.476 30.547 0.238 -0.103 0.655
O 3.327 10.872 33.004 0.039 0.073 0.222
O 6.494 15.36 31.344 -0.019 -0.149 0.163
O 2.694 16.195 22.494 -0.192 -0.086 -0.54
O -1.191 9.981 33.511 -0.042 0.191 0.495
O 2.519 6.058 25.547 -0.287 -0.167 -0.251
O -1.127 12.828 23.471 0.119 -0.106 -0.035
O 8.605 19.382 24.816 -0.171 -0.009 -0.574
O 1.631 18.175 33.58 -0.19 -0.079 0.19
O 3.977 15.037 30.514 0.146 -0.005 -0.08
O 6.459 12.43 27.715 0.03 0.067 -0.122
O 4.067 18.128 23.456 0.277 -0.13 -0.501
O 6.624 17.896 30.602 -0.104 -0.083 -0.051
O 9.333 4.56 26.81 -0.04 -0.044 0.01
O 9.165 16.995 23.141 -0.094 0.047 0.028
O -4.151 13.869 25.357 -0.036 0.038 -0.271
O 2.29 7.034 28.018 -0.153 0.056 0.066
O -4.775 13.647 32.994 0.131 0.093 0.107
O 5.398 9.229 32.767 0.201 0.036 0.537
O -1.556 15.21 24.728 -0.06 -0.233 -0.265
O -1.922 5.595 28.019 0.084 0.187 -0.098
O 8.569 5.532 32.687 0.108 0.254 0.685
O -2.832 7.904 28.667 -0.007 0.027 0.162
O 1.472 15.822 30.885 -0.185 0.073 0.229
O 8.831 15.568 27.742 0.18 -0.041 -0.089
O 5.416 13.563 22.523 0.068 -0.067 -0.45
O -0.206 7.548 28.663 0.05 0.085 0.035
O -4.999 11.3 31.856 -0.013 0.114 -0.101
O 1.577 12.648 33.584 0.143 0.079 0.498
O 10.98 13.386 22.349 -0.156 0.032 -0.329
O 1.843 13.725 27.829 0.176 0.166 -0.022
O 9.7 15.364 33.586 -0.171 0.099 0.318
O -3.63 13.729 27.981 0.121 0.002 0.125
O -0.92 17.84 31.772 -0.149 0.022 0.185
O 7.98 16.457 25.41 -0.091 -0.002 -0.646
O 2.535 19.86 28.833 -0.028 -0.131 0.213
O 11.054 18.956 25.917 0.113 -0.007 -0.309
O 4.672 19.744 30.532 0.12 -0.073 0.415
O -3.39 6.457 24.959 -0.131 0.026 -0.155
O -0.55 17.35 25.88 -0.264 -0.178 -0.185
O 9.333 10.624 27.891 0.068 -0.084 0.149
O -5.757 8.936 32.764 0.114 -0.107 0.388
O 3.015 13.65 25.43 0.068 -0.008 -0.131
O 7.424 11.059 29.705 0.136 -0.252 0.302
O 6.144 9.815 26.913 -0.019 -0.095 -0.24
O 3.853 9.874 28.101 0.053 0.208 -0.005
O 9.696 14.676 24.37 -0.175 -0.256 -0.295
O -1.875 20.185 30.914 -0.018 0.151 0.01
O 0.435 8.102 32.748 -0.092 0.126 0.121
O -3.897 8.761 23.561 -0.174 0.206 -0.413
O -4.078 5.305 31.087 -0.021 0.111 0.103
O -2.66 12.005 32.761 0.057 0.072 0.357
O 7.467 6.074 27.965 -0.077 -0.171 -0.054
O 6.995 5.039 25.571 -0.174 -0.095 -0.587
O 8.871 18.214 27.21 0.017 0.019 0.064
O 6.226 18.921 25.853 0.239 0.299 -0.212
O 1.489 6.835 30.592 0.195 -0.293 0.476
O 7.014 12.617 33.586 -0.051 0.09 0.444
O -1.938 10.276 27.934 -0.104 0.107 -0.027
O 0.512 13.459 30.157 -0.355 0.223 0.24
O 1.286 9.891 23.631 0.015 -0.092 -0.576
O -4.797 11.726 26.585 0.117 -0.132 -0.202
O 8.693 16.183 30.276 0.014 0.388 0.406
O -1.913 4.344 25.715 -0.05 0.209 -0.658
O 9.615 9.833 30.494 0.146 0.172 0.458
O -2.888 17.467 30.066 -0.021 -0.474 0.2
O 5.449 8.187 22.583 -0.101 0.231 -0.751
O 0.662 14.775 23.268 -0.103 -0.196 -0.426
O 0.037 3.909 27.549 0.007 0.138 -0.071
O 2.304 11.704 29.367 0.325 -0.151 0.209
O -0.041 7.945 22.656 0.154 0.226 -0.422
O 3.007 8.328 32.253 0.079 -0.224 0.293
O 1.598 15.746 26.31 -0.236 0.103 -0.11
O -1.127 15.52 30.47 0.022 0.092 0.256
O -4.255 15.508 23.369 0.183 0.06 -0.53
O 10.964 8.011 25.632 0.135 0.173 -0.14
O 0.17 19.177 22.572 -0.029 -0.275 -0.53
O 6.439 3.587 23.35 -0.173 0.076 -0.572
O 3.401 16.571 32.589 0.075 0.258 0.834
O -2.466 19.351 28.089 0.104 -0.057 0.063
O 7.225 20.429 30.828 0.176 0.149 0.05
O 2.118 6.021 32.991 0.132 0.022 0.202
O 4.906 11.841 25.699 0.003 0.244 -0.078
O 8.981 9.465 24.791 0.225 -0.023 -0.122
O 4.817 18.745 28.159 -0.011 -0.032 0.115
O 4.027 10.12 30.625 0.39 0.066 0.612
O 1.835 17.932 25.013 -0.079 0.186 -0.316
O 8.132 8.557 28.782 0.314 -0.044 -0.02
O -5.287 12.052 29.147 0.167 0.092 0.014
O 4.216 17.336 26.019 -0.2 0.117 -0.27
O 8.005 17.104 32.689 -0.051 0.354 0.627
O -4.554 9.647 28.151 -0.113 -0.16 0.152
O 7.019 10.196 23.209 -0.101 -0.153 -0.152
O -4.31 17.545 27.906 -0.024 -0.15 0.041
O 11.061 16.253 25.817 -0.188 -0.158 -0.363
O 5.65 7.867 28.731 -0.027 -0.103 0.135
O -3.025 17.471 25.511 0.157 -0.153 -0.242
O 8.602 7.054 25.852 0.16 0.267 -0.198
O 4.251 7.896 26.456 0.038 -0.236 0.054
O 2.383 11.103 25.66 0.027 -0.103 -0.212
O -2.147 12.312 26.307 -0.119 -0.045 -0.232
O -5.66 14.658 29.466 -0.072 -0.083 0.063
H 3.509 6.785 23.123 -0.066 -0.066 -0.072
H 4.506 5.294 24.143 -0.256 0.036 -0.097

Results
total energy: -101251.584 eV
total energy less fixed offsets of H -15.91, O -438.35, Si -107.03 eV per atom: -4.914 eV
